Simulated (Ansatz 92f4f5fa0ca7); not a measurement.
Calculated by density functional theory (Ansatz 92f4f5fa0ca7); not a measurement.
Periodic cell of 276 atoms, Si168O108, from a study of silicon, its oxide and their interface. The atomic structure is a simulated model.

Settings: functional PBE; potential files Ansatz PAW; basis plane waves; wave-function cutoff 700 eV; density cutoff ratio 5; exchange-correlation grid ratio 1; k mesh 2 x 2 x 1, shifted by 0.5 0.5 0.5 of a step; self-consistency stop 5e-08 eV per atom in the density residual; occupations fixed; spin none; net charge 0.

Cell vectors (angstrom)
a	11.6015	0	0
b	0	13.3963	0
c	0	0	30.8799

Atoms and the computed forces on them: element, x, y, z (angstrom), force x, y, z (eV/angstrom)
Si	11.5876	-0.1284	24.0904	0.0137	-0.0271	-0.0567
Si	3.8403	0.0422	24.2142	-0.0169	0.0001	-0.0731
Si	7.7095	0.0613	24.0234	0.0175	-0.0038	-0.0826
Si	1.9181	3.3931	24.1805	-0.0373	-0.0208	-0.0613
Si	6.0096	3.3973	24.1986	0.0826	-0.0115	-0.0629
Si	9.6201	3.3471	24.2506	-0.0598	0.0167	-0.0491
Si	11.4552	6.6734	24.0864	-0.0124	-0.0143	-0.0567
Si	3.7462	6.642	24.2616	-0.0059	-0.0225	-0.0539
Si	7.6937	6.7767	24.2306	0.0323	-0.0018	-0.0797
Si	2.0028	10.0326	24.1994	0.0533	0.0035	-0.0529
Si	5.7343	10.038	24.2336	-0.0309	-0.0019	-0.0641
Si	9.6011	10.059	24.073	-0.0295	-0.03	-0.0809
Si	11.6038	2.1648	24.832	-0.0262	0.0199	0.0293
Si	3.9383	2.3131	24.8486	-0.002	0.0053	0.0324
Si	7.7717	2.174	25.1133	0.0048	-0.009	-0.0429
Si	1.7958	5.5933	25.0125	-0.0316	0.0055	-0.0017
Si	5.7637	5.6101	24.9542	0.0145	0.026	0.0288
Si	9.5932	5.5877	25.0166	0.0124	-0.0238	-0.0024
Si	11.5712	8.9386	24.8078	-0.0044	0.0107	0.0502
Si	3.8534	8.8757	25.0527	0.001	0.0087	-0.0195
Si	7.7124	8.9842	25.0003	-0.0131	0.0039	0.0015
Si	1.9292	12.2688	24.9893	0.016	-0.0053	-0.0084
Si	5.7969	12.3103	24.9021	0.0263	-0.0107	0.0146
Si	9.6024	12.2821	24.8743	-0.01	0.0172	0.0244
Si	11.5936	2.1966	27.2505	-0.0149	0.016	-0.0296
Si	3.8841	2.2605	27.2615	0.0009	0.0051	-0.0371
Si	7.7411	2.1921	27.4354	-0.0101	0.0115	-0.007
Si	1.8727	5.578	27.3632	0.0013	0.0143	-0.0124
Si	5.7792	5.5787	27.3283	0.0089	0.0112	-0.0264
Si	9.6443	5.584	27.3671	0.0147	0.0202	-0.0192
Si	11.5837	8.9286	27.233	-0.0059	0.0117	-0.0329
Si	3.8538	8.9029	27.3923	0.0033	0.0092	-0.0117
Si	7.7237	8.9454	27.3571	-0.0061	0.0071	-0.0232
Si	1.919	12.2725	27.3466	0.0056	0.0072	-0.017
Si	5.7964	12.2848	27.2939	0.0116	0.0128	-0.0284
Si	9.637	12.2659	27.2767	-0.0008	0.0082	-0.0262
Si	1.9441	1.127	28.0869	0.0089	-0.0027	0.0167
Si	5.7758	1.1056	28.1253	-0.0239	-0.0003	-0.0081
Si	9.69	1.0816	28.1241	0.0306	0.0044	-0.0047
Si	11.5672	4.4246	28.1173	-0.0002	-0.0099	-0.0017
Si	3.8394	4.4708	28.111	-0.0009	0.0014	0.0019
Si	7.7124	4.4591	28.1267	-0.0065	-0.0028	0.0018
Si	1.8895	7.8152	28.1213	-0.0239	0.0007	-0.0016
Si	5.8022	7.8015	28.1339	0.0069	0.0054	-0.0061
Si	9.6686	7.8286	28.1142	0.0154	-0.0046	0.0043
Si	11.5745	11.1471	28.0913	-0.0032	0.0037	0.0073
Si	3.8653	11.1582	28.113	-0.0037	0.003	-0.0025
Si	7.7158	11.1749	28.1216	0.0032	-0.0055	-0.0048
Si	1.9336	1.1164	30.4849	0.0246	0.0933	-0.1642
Si	5.8008	1.1164	30.4849	-0.1359	-0.0238	0.056
Si	9.6679	1.1164	30.4849	0.122	-0.0866	0.0939
Si	0	4.4654	30.4849	-0.0642	-0.1359	-0.0387
Si	3.8672	4.4654	30.4849	-0.0218	-0.0215	-0.065
Si	7.7343	4.4654	30.4849	-0.0555	0.0066	0.0951
Si	1.9336	7.8145	30.4849	-0.1147	0.0319	0.0234
Si	5.8008	7.8145	30.4849	0.0268	-0.0241	0.128
Si	9.6679	7.8145	30.4849	0.0417	0.0501	-0.0298
Si	0	11.1635	30.4849	-0.0746	-0.0352	-0.1728
Si	3.8672	11.1635	30.4849	0.0359	0.0565	-0.0528
Si	7.7343	11.1635	30.4849	0.0122	0.0695	-0.008
Si	0	0	0.3944	-0.0459	-0.059	0.0084
Si	3.8672	0	0.3944	0.1076	-0.0893	0.0243
Si	7.7343	0	0.3944	0.024	-0.1379	0.145
Si	1.9336	3.3491	0.3944	-0.023	0.0023	0.018
Si	5.8008	3.3491	0.3944	-0.0125	-0.0177	-0.2438
Si	9.6679	3.3491	0.3944	0.088	0.0831	0.0574
Si	0	6.6981	0.3944	-0.0373	-0.0304	0.1102
Si	3.8672	6.6981	0.3944	-0.0457	0.0428	-0.1947
Si	7.7343	6.6981	0.3944	0.087	0.0665	0.0769
Si	1.9336	10.0472	0.3944	0.0208	0.011	-0.0406
Si	5.8008	10.0472	0.3944	-0.0067	-0.042	0.071
Si	9.6679	10.0472	0.3944	-0.1124	0.0416	0.1147
Si	11.6147	-0.0205	2.7637	-0.0089	-0.0024	0.0031
Si	3.8994	-0.0266	2.7609	0.0174	0.0002	0.0019
Si	7.7478	-0.0246	2.7851	-0.0013	-0.0026	-0.0081
Si	1.9331	3.3415	2.7617	-0.0101	0.0073	-0.0003
Si	5.7947	3.3446	2.731	0.0001	-0.0002	0.009
Si	9.6787	3.3547	2.7688	0.0128	0.0058	0.0001
Si	11.5896	6.6839	2.7783	-0.0142	0.0073	-0.0094
Si	3.8485	6.7072	2.74	-0.0154	-0.0014	0.0082
Si	7.7564	6.709	2.7713	0.0298	0.0004	-0.0013
Si	1.9226	10.0575	2.7602	0.0037	-0.0036	0.0034
Si	5.7881	10.0245	2.7715	0.0103	0	-0.0014
Si	9.6304	10.0598	2.7752	-0.0098	-0.0012	0.0001
Si	11.6088	2.2026	3.5465	0.0062	-0.0106	0.0191
Si	3.8749	2.211	3.5071	0.0035	-0.0163	0.021
Si	7.7315	2.2347	3.4883	0.0051	-0.0133	0.0077
Si	1.9419	5.5795	3.5552	0.0084	-0.0142	0.0241
Si	5.7958	5.5911	3.4516	-0.0064	-0.0087	0.0146
Si	9.6629	5.5755	3.633	-0.0101	-0.0119	0.0305
Si	11.5732	8.9446	3.5046	0.0103	-0.0152	0.0142
Si	3.8385	8.9243	3.561	0.0102	-0.0106	0.0275
Si	7.709	8.9308	3.6213	0.0021	-0.012	0.0272
Si	1.9603	12.2884	3.5564	-0.0118	-0.0057	0.0189
Si	5.8208	12.2323	3.6039	-0.0117	0.0011	0.0341
Si	9.6933	12.2768	3.6261	-0.0063	-0.0055	0.0284
Si	11.6249	2.1629	5.9171	0.0047	-0.0196	-0.0212
Si	3.9073	2.1853	5.8569	0.0287	0.0011	-0.0073
Si	7.7136	2.2349	5.8241	-0.0105	0.0002	0.0133
Si	1.968	5.568	5.9267	0.0187	-0.006	-0.0096
Si	5.786	5.5746	5.7788	-0.0231	0.0024	0.0184
Si	9.6614	5.5483	6.0498	-0.0064	-0.0126	-0.0608
Si	11.5386	8.9664	5.8516	0.0026	0.0142	0.0158
Si	3.7906	8.8846	5.9403	-0.0111	-0.0152	-0.0143
Si	7.6715	8.9082	6.0323	-0.0026	-0.0134	-0.0286
Si	1.9982	12.2929	5.9251	0.005	0.0033	0.0058
Si	5.8383	12.1691	6.0081	-0.0178	0.0005	-0.0258
Si	9.7295	12.2747	6.042	0.0171	-0.0072	-0.0258
Si	2.0107	1.1216	6.7431	0.0299	0.0263	0.0758
Si	5.85	1.0382	6.6194	0.0343	-0.0031	0.0774
Si	9.6111	1.1667	6.6863	-0.0336	0.0245	0.0497
Si	11.6663	4.392	6.6324	0.0389	0.0229	0.0505
Si	3.9353	4.4032	6.6289	0.0261	-0.0018	0.049
Si	7.6283	4.445	6.6683	-0.0709	0.0082	0.0456
Si	1.7896	7.8144	6.6816	-0.0295	0.0057	0.0588
Si	5.6994	7.7289	6.7074	-0.0038	0.0074	0.0767
Si	9.6541	7.8378	6.7281	0.04	0.0112	0.0543
Si	11.73	11.1585	6.7649	0.0338	-0.0078	0.0568
Si	3.8424	11.0837	6.7711	-0.0566	0.0232	0.0719
Si	7.8255	11.1359	6.8682	0.0112	0.0313	0.0765
O	4.1698	4.2404	8.276	-0.0228	-0.0026	-0.0175
O	5.5255	7.4531	8.3511	0.0045	0.0069	-0.0108
O	9.343	1.4406	8.3265	0.0343	-0.0201	-0.0077
O	9.7913	8.066	8.3803	-0.0185	-0.0177	-0.0131
O	2.211	1.1751	8.4024	-0.0041	-0.001	-0.0073
O	6.0553	0.9844	8.266	-0.03	-0.0184	-0.0146
O	1.4399	7.9422	8.3204	0.0417	-0.0153	-0.0121
O	0.4736	11.0973	8.4123	-0.0251	-0.0056	-0.0186
O	3.6242	10.9566	8.4344	0.0227	-0.0101	-0.022
O	0.3608	4.2284	8.2682	-0.0408	-0.0151	0.0021
O	7.2225	4.4571	8.3028	0.0356	-0.0101	-0.0042
O	7.9768	11.2299	8.5401	-0.0047	-0.0223	-0.0078
O	6.5829	3.4749	22.6156	-0.0077	0.0099	0.003
O	2.3459	10.0495	22.5652	-0.0333	0.0086	-0.0017
O	7.7432	0.2026	22.3422	-0.0167	0.0135	0.027
O	11.182	6.509	22.4341	0.0288	0.0123	0.0342
O	7.7947	6.9695	22.5728	-0.0268	-0.025	-0.012
O	0.0228	12.9438	22.4549	-0.0088	0.0064	0.0108
O	9.482	10.0033	22.4034	0.0023	0.0239	0.0151
O	3.497	6.544	22.6145	0.0471	0.0043	-0.0266
O	5.5864	9.922	22.5794	0.0122	0.0247	0.0161
O	9.3199	3.4015	22.6036	-0.0176	0.0024	0.0331
O	1.8008	3.5121	22.5329	0.0159	0.0243	0.0009
O	3.7409	0.0604	22.5577	0.0313	0.0026	0.0058
Si	8.052	10.2676	16.7041	0.002	-0.0001	-0.0031
Si	4.5089	10.9158	9.811	0.0093	0.0015	0.0097
Si	9.0031	10.5818	20.9467	-0.0006	0.0075	-0.0163
Si	5.0984	8.1131	9.7781	0.0012	0.0044	0.0066
Si	2.6999	1.672	9.8768	-0.0057	0.0045	0.0088
Si	7.2498	6.3427	21.1699	-0.0345	-0.0135	0.0056
Si	10.5362	6.8624	18.1435	0.0021	-0.0002	-0.0023
Si	3.4908	10.9411	12.7546	0.0008	0.0031	-0.0014
Si	9.9138	6.0487	14.021	-0.0013	0.0014	-0.0008
Si	9.831	1.5147	16.2447	0.0032	0.0005	0.0037
Si	5.5749	0.5283	9.7412	0.0139	-0.0028	0.0042
Si	1.7074	9.6859	21.1092	0.0027	-0.0005	0.0002
Si	11.0693	4.0963	9.6134	-0.0069	0.0054	0.0006
Si	7.9581	3.5495	21.7021	-0.0042	0.0112	-0.0242
Si	3.0844	6.4597	14.2833	0	-0.0017	0.0013
Si	7.2862	0.8147	20.8709	-0.0023	0.0055	-0.0211
Si	10.2164	1.1875	9.6824	0.0107	-0.0023	0.002
Si	10.9062	4.3988	16.5021	0.0027	-0.0021	0.0021
Si	8.0872	5.0083	9.564	0.0137	-0.0048	0.0084
Si	1.9015	3.7421	15.2237	0.0045	0.0034	-0.001
Si	1.5683	13.0436	12.0018	-0.0036	-0.0008	0.0019
Si	7.4628	1.6031	14.0984	-0.0036	0.0008	-0.0016
Si	11.5111	11.8496	9.7465	0.0036	0.01	0.005
Si	5.0259	6.0283	11.9043	0	0.0027	0.0009
Si	7.9572	0.041	11.514	0.0026	0.0045	0.0017
Si	11.5098	12.3316	20.9442	0.0013	0.0052	-0.0115
Si	11.4149	6.5389	11.4439	0.0026	-0.0005	0.0028
Si	4.0286	8.659	19.4924	0.0011	-0.0013	-0.0044
Si	7.5009	4.48	12.581	0.0008	-0.0008	-0.0053
Si	0.7647	1.0515	14.5513	-0.0007	-0.0005	-0.0037
Si	5.587	10.7538	15.0157	0.006	0.0011	-0.001
Si	1.634	9.0065	14.5596	-0.008	0.0023	-0.0002
Si	4.1234	6.034	21.1957	0.0266	0.0046	0.0085
Si	4.3693	13.3536	21.0657	-0.0087	-0.0042	-0.0013
Si	1.7857	1.1117	19.5797	-0.0025	0.0015	-0.0017
Si	3.8213	8.4849	16.3259	0.003	-0.0043	-0.0027
Si	2.7755	1.3455	16.6283	0.0066	0.0043	-0.0026
Si	8.0638	13.1843	17.9928	0.0053	-0.0007	-0.0012
Si	8.1604	8.3979	18.9564	-0.0008	0	-0.0087
Si	8.5487	10.8353	10.0275	-0.0018	-0.0056	0.0138
Si	5.8248	10.5369	21.0939	-0.0097	0.0029	-0.0124
Si	10.5015	8.5458	15.6854	0.0025	0.0049	-0.0037
Si	5.5908	13.6986	16.1158	-0.0078	0.0024	-0.0029
Si	2.0939	7.3465	9.688	0.0011	-0.0028	0.0084
Si	1.9998	4.0049	21.001	0.0088	-0.0036	-0.0021
Si	3.3873	4.5481	9.668	-0.0044	0.0065	0.0131
Si	0.3338	6.7552	20.9971	0.0036	0.0122	-0.0182
Si	9.0526	7.8477	9.8188	-0.009	-0.0113	0.0143
O	9.3868	0.6132	17.5216	-0.0213	-0.0025	-0.0149
O	9.3415	0.6887	10.9502	-0.0137	-0.0092	-0.0095
O	0.9049	4.5009	16.256	-0.0116	-0.019	-0.0189
O	2.8904	12.4656	12.7756	-0.0197	-0.0095	-0.0063
O	6.1149	5.2834	12.8424	0.0089	-0.0052	-0.0217
O	1.0984	5.3395	20.6673	-0.0026	-0.0011	0.0098
O	10.1689	4.9196	15.1544	0.0125	0.014	0.0148
O	5.2025	12.1751	15.6962	0.0182	0.0005	-0.004
O	2.4728	3.269	10.0905	0.0239	-0.0038	-0.0134
O	1.0487	2.6694	14.2932	0.0134	-0.0159	0.0322
O	7.8718	0.3501	13.1137	-0.0051	0.0214	-0.0111
O	5.6779	7.2642	11.0453	-0.0227	-0.013	-0.0104
O	3.1747	0.4045	20.0661	-0.0013	0.0013	0.0123
O	3.5334	4.5601	20.778	-0.0133	0.0227	0.0175
O	2.3721	9.9635	13.4531	0.0145	0.0011	0.0093
O	4.2767	1.3996	10.1287	0.0009	-0.0179	-0.0178
O	4.0801	8.4075	17.9046	-0.007	0.0144	0
O	4.8855	11.8312	20.7942	0.0084	0.0064	0.0157
O	-0.0113	5.0435	10.8144	-0.0069	0.0063	-0.0148
O	3.8967	6.9956	15.616	-0.0198	0.0265	-0.0123
O	9.1441	9.4182	19.798	-0.024	0.006	0.0049
O	7.3976	3.0131	13.2768	0.0028	0.0021	0.0003
O	5.712	5.8922	21.3611	0.0134	0.0399	-0.0091
O	7.9656	6.6362	9.6686	0.0313	-0.0026	0.0068
O	7.6925	4.278	10.9638	0.001	0.026	0.0071
O	10.4017	2.9058	16.8473	0.0009	0.0022	-0.0236
O	9.504	9.7015	16.2347	-0.0091	-0.0144	0.0039
O	7.3212	7.4701	20.0057	0.0017	-0.008	0.0266
O	10.9954	2.55	10.1195	-0.0104	-0.0006	-0.0197
O	6.0341	1.2117	14.817	0.024	-0.0128	0.0144
O	3.9253	6.6543	12.9092	0.0115	-0.0117	0.0024
O	8.986	7.3069	18.0924	0.016	0.0052	0.0126
O	11.1987	6.2749	13.0338	-0.0214	0.0016	0.004
O	1.1182	7.4309	10.9994	0.0013	-0.0166	-0.0193
O	8.3264	9.2329	10.3036	0.0238	-0.0026	-0.0172
O	11.2458	7.759	16.9477	-0.0225	0.001	-0.0163
O	0.6981	10.9102	20.7464	0.0055	0.0108	0.003
O	6.766	0.368	17.2192	0.0171	-0.0111	-0.005
O	4.2784	0.8386	16.893	-0.0118	0.003	-0.0077
O	0.0435	9.2925	14.767	0.0069	-0.021	0.0169
O	2.8071	9.6519	19.9122	0.0087	-0.015	0.0113
O	6.7377	0.8577	10.8148	-0.0042	-0.0269	-0.0154
O	5.3963	9.3895	20.0132	-0.0105	0.0144	0.0204
O	7.8821	11.8275	11.1645	0.0187	0.0216	-0.0145
O	0.58	0.2261	13.1631	0.0224	0.0027	0.0049
O	8.0577	4.9515	20.8562	-0.0262	0.0081	0.0281
O	10.1239	7.3835	10.9396	-0.0025	0.001	-0.0185
O	1.7907	7.4381	14.1224	0.0151	0.0139	0.0095
O	10.1503	11.0791	10.154	-0.0085	0.0135	-0.0093
O	11.2648	13.402	9.2991	-0.0204	-0.0151	0.0218
O	4.4158	4.921	10.8703	-0.0102	0.0167	-0.0051
O	1.1179	8.1711	21.2288	0.0121	0.0055	0.0004
O	2.6835	4.8811	14.3678	-0.0053	0.0108	0.0165
O	10.999	0.7854	15.3854	0.0076	0.0234	0.0074
O	9.9499	11.8939	20.612	0.0024	-0.0175	0.0193
O	7.3462	9.2356	17.7934	0.0286	0.0091	-0.0016
O	2.4017	5.7905	9.3802	0.0249	0.0077	0.015
O	2.9508	2.8973	16.1348	-0.0298	-0.0182	-0.0122
O	11.0519	7.0706	19.6678	0.0032	-0.0122	-0.0008
O	8.2793	11.634	17.5603	-0.0094	0.0107	-0.0071
O	2.0343	0.4997	15.4321	-0.0101	0.0323	0.0021
O	5.2837	12.3315	9.8614	-0.0134	0.0126	-0.0016
O	7.1934	10.5362	15.3196	0.0077	0.0078	0.021
O	8.6735	5.4574	13.1492	0.0024	-0.0067	-0.0066
O	7.8054	13.344	19.5924	-0.008	0.0162	-0.0035
O	4.9682	10.8276	13.4841	-0.0272	0.001	0.0037
O	8.5766	1.7914	15.256	0.0024	-0.0129	0.0005
O	1.8492	1.2088	17.9565	0.0137	-0.0007	0.0047
O	3.6425	10.6377	11.1599	0.0205	0.009	-0.0061
O	5.6541	0.9379	20.8624	0.0141	-0.0208	0.0105
O	10.6058	5.2832	17.8174	0.0005	0.0225	-0.0161
O	3.7871	7.1681	20.0918	0.0142	-0.0084	0.0254
O	9.6379	7.4816	14.7704	0.0283	-0.0039	0.0079
O	4.9551	9.439	15.6951	-0.0173	-0.0016	0.0018
O	0.879	11.8723	11.0697	-0.0042	0.0272	-0.0034
O	3.4761	8.1358	9.9694	0.0073	-0.0158	-0.0128
O	7.9131	2.3054	20.6577	-0.0086	0.0004	0.033
O	9.6128	4.6422	9.1617	-0.0056	-0.0014	0.0505
O	0.5173	0.133	19.9875	0.0232	-0.0028	0.0036
O	1.6584	2.6721	20.109	0.0094	-0.0071	-0.0018
O	5.5829	9.6767	9.7482	-0.0317	-0.0012	-0.0045
O	7.4022	10.942	20.9707	-0.0018	-0.0244	0.007
O	1.9006	0.9025	11.0431	0.0104	-0.0042	-0.0084
O	2.3724	9.1794	16.0134	0.0164	-0.0199	-0.0258

Results
free energy: -168247.206 eV
free energy less fixed offsets of O -569.03, Si -635.61 eV per atom: -9.486 eV

The program warned: the cutoff lies below the one the program advises for these potential files; the forces do not sum to zero within the program's tolerance; the exchange-correlation potential is rough where the density is thin.
